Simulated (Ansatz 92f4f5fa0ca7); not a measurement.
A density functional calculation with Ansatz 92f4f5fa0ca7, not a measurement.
Periodic cell of 422 atoms, Si266O156, from a study of silicon, its oxide and their interface. The atomic structure is a simulated model.
Doubt: the cutoff is far below the 930 eV that the study's wrapper takes by default for these files, so forces and energies are approximate.
This geometry differs little from another in the collection (a relaxation step or a small displacement).

Settings: functional PBE; potential files Ansatz PAW; basis plane waves; wave-function cutoff 580 eV; density cutoff ratio 5; exchange-correlation grid ratio 1; k mesh 1 x 1 x 1, Gamma-centred; self-consistency stop 5e-08 eV per atom in the density residual; occupations fixed; spin none; net charge 0.

Cell vectors (angstrom)
a, 15.4687, 0, 0
b, 0, 12.8259, 0
c, 0, 0, 37.1533

Atoms and the computed forces on them: element, x, y, z (angstrom), force x, y, z (eV/angstrom)
Si, -0.0365, 1.1735, 34.4508, 0.0022, -0.0001, -0.0005
Si, 3.8504, 1.1887, 34.4413, 0.0003, -0.0025, -0.0015
Si, 7.7195, 1.1727, 34.4556, -0.0019, -0.0014, -0.0002
Si, 11.5728, 1.1785, 34.4424, -0.0023, -0.0015, -0.0009
Si, 1.8675, 7.5665, 34.5166, 0.0016, -0.0023, 0.0007
Si, 5.7843, 7.5705, 34.511, -0.0016, -0.0009, 0.0018
Si, 9.6616, 7.5709, 34.47, -0.0043, -0.0013, -0.0015
Si, 13.4744, 7.5574, 34.4786, 0.0012, -0.0009, -0.0017
Si, 1.9336, 5.247, 34.8864, -0.242, -0.1162, -0.2133
Si, 5.8008, 5.247, 34.8864, 0.1487, -0.1415, -0.498
Si, 9.6679, 5.247, 34.8864, 0.0269, -0.0398, -0.0203
Si, 13.5351, 5.247, 34.8864, 0.0797, -0.1689, -0.2165
Si, 0, 11.6599, 34.8864, -0.2746, 0.091, 0.1558
Si, 3.8672, 11.6599, 34.8864, -0.1514, 0.3272, 0.4179
Si, 7.7343, 11.6599, 34.8864, 0.0674, 0.163, 0.5181
Si, 11.6015, 11.6599, 34.8864, 0.1107, -0.0119, -0.0227
Si, 0, 4.664, 36.1232, 0.0331, -0.0582, -0.0143
Si, 3.8672, 4.664, 36.1232, 0.0114, -0.1539, -0.1555
Si, 7.7343, 4.664, 36.1232, -0.0103, -0.0212, -0.0419
Si, 11.6015, 4.664, 36.1232, -0.0325, -0.0985, -0.0647
Si, 1.9336, 11.0769, 36.1232, 0.0397, 0.1076, 0.0337
Si, 5.8008, 11.0769, 36.1232, 0.0265, 0.0633, 0.0163
Si, 9.6679, 11.0769, 36.1232, -0.0301, 0.0759, 0.0391
Si, 13.5351, 11.0769, 36.1232, 0.0479, 0.1309, 0.092
Si, 0, 2.332, 36.5354, -0.0806, -0.0546, -0.1184
Si, 3.8672, 2.332, 36.5354, -0.0659, -0.0566, -0.1456
Si, 7.7343, 2.332, 36.5354, -0.0126, -0.0382, -0.0707
Si, 11.6015, 2.332, 36.5354, -0.0563, -0.0457, -0.1157
Si, 1.9336, 8.745, 36.5354, -0.1415, 0.0687, 0.2514
Si, 5.8008, 8.745, 36.5354, 0.0136, 0.0785, 0.2351
Si, 9.6679, 8.745, 36.5354, 0.0566, 0.007, -0.0452
Si, 13.5351, 8.745, 36.5354, -0.169, 0.0201, -0.0244
Si, 1.9336, 1.749, 0.6188, 0.005, 0.0103, -0.0423
Si, 5.8008, 1.749, 0.6188, -0.0189, -0.0064, -0.0396
Si, 9.6679, 1.749, 0.6188, 0.0052, -0.0106, -0.0199
Si, 13.5351, 1.749, 0.6188, 0.0512, -0.0182, -0.0241
Si, 0, 8.162, 0.6188, 0.0767, -0.0223, 0.0149
Si, 3.8672, 8.162, 0.6188, 0.0683, 0.0062, -0.0078
Si, 7.7343, 8.162, 0.6188, 0.0425, -0.0337, -0.0244
Si, 11.6015, 8.162, 0.6188, -0.0035, 0.0304, 0.0121
Si, 0, 5.83, 1.031, -0.0248, 0.02, 0.0149
Si, 3.8672, 5.83, 1.031, -0.0096, 0.0413, 0.0074
Si, 7.7343, 5.83, 1.031, 0.0097, 0.0007, 0.0235
Si, 11.6015, 5.83, 1.031, 0.0426, 0.0359, 0.0245
Si, 1.9336, 12.2429, 1.031, -0.051, -0.0294, -0.0033
Si, 5.8008, 12.2429, 1.031, -0.0301, 0.0084, 0.0346
Si, 9.6679, 12.2429, 1.031, 0.0463, -0.0386, -0.0006
Si, 13.5351, 12.2429, 1.031, -0.032, -0.0417, 0.0099
Si, 1.9336, 5.247, 2.2678, 0.1243, -0.0182, 0.0068
Si, 5.8008, 5.247, 2.2678, 0.0169, 0.0067, 0.1704
Si, 9.6679, 5.247, 2.2678, -0.1177, -0.0347, -0.0452
Si, 13.5351, 5.247, 2.2678, 0.0321, -0.0541, -0.1538
Si, 0, 11.6599, 2.2678, 0.06, 0.0202, 0.0692
Si, 3.8672, 11.6599, 2.2678, -0.0927, 0.0113, -0.0409
Si, 7.7343, 11.6599, 2.2678, 0.033, 0.0644, -0.0159
Si, 11.6015, 11.6599, 2.2678, 0.0423, -0.0018, -0.1565
Si, 1.9336, 2.915, 2.68, -0.0055, -0.1399, -0.1078
Si, 5.8008, 2.915, 2.68, 0.01, -0.0771, -0.0313
Si, 9.6679, 2.915, 2.68, 0.0024, -0.0289, 0.0029
Si, 13.5351, 2.915, 2.68, -0.0503, -0.0447, -0.0275
Si, 0, 9.328, 2.68, -0.0921, 0.1344, 0.0711
Si, 3.8672, 9.328, 2.68, -0.0681, 0.0693, 0.0299
Si, 7.7343, 9.328, 2.68, -0.0515, 0.1295, 0.153
Si, 11.6015, 9.328, 2.68, -0.0158, -0.0152, 0.0216
Si, -0.5306, -0.1338, 27.9071, -0.0059, -0.0107, -0.022
Si, 4.148, -1.836, 26.7446, 0.0014, 0.0017, 0.011
Si, 7.1999, -1.7277, 26.3925, -0.0021, -0.0003, 0.0058
Si, 11.7725, -0.0862, 27.709, 0.0005, 0.0023, 0.0049
Si, 1.3899, 6.5176, 27.2713, 0.0061, 0.0022, 0.006
Si, 5.971, 6.4617, 27.3103, -0.0053, 0.0023, 0.0035
Si, 9.0321, 6.7199, 27.746, -0.0018, 0.0002, 0.0039
Si, 13.7157, 6.9419, 27.6985, -0.0036, -0.0101, -0.0094
Si, 1.5475, 3.4544, 27.6473, 0.0175, -0.0025, -0.0111
Si, 5.2544, 3.3632, 27.296, -0.0009, -0.002, -0.0031
Si, 8.9336, 3.9657, 29.2403, -0.0025, 0.0053, 0.0065
Si, 13.0619, 3.8909, 27.9656, -0.0038, -0.0049, 0.0015
Si, 0.0106, 10.4841, 28.3731, 0.0118, -0.0035, 0.0058
Si, 3.8341, 11.2919, 28.9874, 0.0055, -0.0027, -0.0017
Si, 7.6046, 11.0299, 28.7486, -0.003, 0.0022, -0.0008
Si, 11.4575, 10.5081, 28.3356, -0.0046, -0.0044, 0.0016
Si, -0.3079, 3.4479, 29.2095, -0.0119, 0.0081, 0.0125
Si, 3.5518, 2.8912, 28.8262, -0.0042, -0.0034, 0.0043
Si, 7.8764, 2.0745, 28.3325, -0.0006, 0.0007, -0.015
Si, 11.2738, 3.3841, 29.5283, 0.0017, 0.0016, -0.0014
Si, 1.9148, 10.0671, 29.6824, -0.0025, 0.0005, 0.0012
Si, 5.7181, 10.1187, 29.8008, -0.0064, 0.0013, -0.0005
Si, 9.5703, 10.0651, 29.651, 0.0038, -0.0012, -0.0013
Si, 13.4643, 9.8745, 29.4742, -0.0038, 0.0152, -0.0001
Si, -0.1404, 1.1825, 29.8385, 0.0087, -0.0019, 0.0176
Si, 3.7627, 0.7083, 29.876, -0.0009, 0.0012, -0.0046
Si, 7.6398, 0.3689, 29.8746, 0.0043, -0.0095, 0.0035
Si, 11.4566, 1.066, 29.8334, -0.001, -0.0058, -0.0033
Si, 1.9278, 7.7293, 30.1205, 0.0081, 0.001, -0.0114
Si, 5.6579, 7.785, 30.1311, 0.0043, 0.0022, -0.007
Si, 9.5181, 7.7228, 29.85, -0.0042, 0.002, -0.0052
Si, 13.5015, 7.6228, 29.9335, 0.0058, -0.0029, 0.0059
Si, 1.7935, 0.5861, 31.1707, -0.0048, -0.0008, -0.0006
Si, 5.7172, 0.5438, 31.2295, -0.0021, -0.0056, 0.008
Si, 9.6049, 0.4789, 31.1891, 0, -0.0019, 0.0004
Si, 13.4241, 0.5931, 31.1136, -0.0023, 0.002, -0.0067
Si, -0.057, 7.0427, 31.1923, -0.0045, -0.0034, 0.0021
Si, 3.8092, 7.0485, 31.3477, -0.0044, 0.0005, 0.0057
Si, 7.6827, 7.0761, 31.1659, 0, -0.0028, 0.0043
Si, 11.5016, 6.9685, 31.019, -0.0029, 0.0009, 0.008
Si, -0.0199, 4.6612, 31.3754, 0.0004, -0.0033, -0.0047
Si, 3.8583, 4.6846, 31.5747, 0.0033, -0.006, 0.001
Si, 7.8811, 4.713, 31.3854, 0.0004, -0.0005, -0.0014
Si, 11.6224, 4.6385, 31.5215, -0.0014, -0.0031, 0.0018
Si, 1.8028, 11.1193, 31.7449, -0.0031, 0.0016, -0.0033
Si, 5.7505, 11.115, 31.8634, 0.0057, 0.0064, -0.0022
Si, 9.6699, 11.0463, 31.7488, -0.0017, 0.0028, 0.0014
Si, 13.4951, 11.0928, 31.5333, 0.0008, -0.0092, 0.0005
Si, 1.8924, 4.1062, 32.7629, 0.0004, 0.0004, -0.0009
Si, 5.8807, 4.119, 32.7018, -0.0008, -0.0006, 0.0018
Si, 9.6917, 4.1205, 32.7989, 0.0006, -0.0011, -0.0011
Si, 13.5695, 4.1122, 32.7578, -0.0019, 0.0025, -0.0011
Si, -0.114, 10.4661, 32.8683, -0.0002, -0.0005, -0.0004
Si, 3.7693, 10.4777, 32.906, -0.0024, -0.0018, 0.0032
Si, 7.7244, 10.4571, 32.9183, -0.001, -0.002, 0.0044
Si, 11.6297, 10.4385, 32.849, 0.0019, 0.0018, -0.0035
Si, 1.8885, 1.7816, 33.2106, -0.0013, -0.0001, -0.0001
Si, 5.8011, 1.8067, 33.2115, 0.0002, 0.0012, -0.0002
Si, 9.6301, 1.7744, 33.1905, 0.0014, 0.0008, -0.0002
Si, 13.498, 1.7681, 33.1859, 0.0003, -0.0005, 0.0017
Si, -0.0687, 8.1387, 33.2776, -0.002, 0.0042, 0.0029
Si, 3.8102, 8.1749, 33.3758, 0.0015, -0.001, 0.0018
Si, 7.7055, 8.1355, 33.2732, 0.0021, 0.0024, 0.0001
Si, 11.5701, 8.0971, 33.1586, 0.0019, -0.0005, -0.0024
Si, 0, 2.332, 3.9167, 0.1885, -0.2655, -0.2191
Si, 3.8672, 2.332, 3.9167, -0.1774, 0.0026, -0.1199
Si, 7.7343, 2.332, 3.9167, -0.0784, 0.0488, -0.0767
Si, 11.6015, 2.332, 3.9167, 0.0949, -0.1034, -0.3111
Si, 1.9336, 8.745, 3.9167, 0.3213, 0.1549, 0.0811
Si, 5.8008, 8.745, 3.9167, 0.0428, 0.0465, 0.3174
Si, 9.6679, 8.745, 3.9167, 0.2929, 0.1422, 0.5665
Si, 13.5351, 8.745, 3.9167, -0.0128, -0.0092, -0.2629
Si, 1.9808, 6.4344, 4.322, -0.0002, 0.002, 0.0009
Si, 5.7905, 6.4256, 4.3524, 0.0016, -0.0012, 0.0005
Si, 9.6427, 6.4243, 4.3179, -0.0004, 0.001, 0.0014
Si, 13.5666, 6.4271, 4.2971, -0.0002, 0.0009, 0.0016
Si, 0.0103, 12.806, 4.3511, 0, 0.0019, 0.0026
Si, 3.8514, 12.8189, 4.3323, 0.0019, 0.0011, 0.0003
Si, 7.7568, 12.8051, 4.3463, -0.0001, 0.001, 0.0028
Si, 11.621, 12.8165, 4.3089, -0.0012, 0.0012, 0.0017
Si, 0.0487, 5.8247, 5.4942, -0.0036, -0.0016, -0.0002
Si, 3.868, 5.8736, 5.6465, 0.0005, -0.0016, 0.001
Si, 7.7219, 5.9235, 5.625, 0.0002, -0.0012, -0.0003
Si, 11.6127, 5.859, 5.4723, 0.0011, -0.0008, 0.0009
Si, 1.9457, 12.2216, 5.6215, -0.001, -0.0004, 0.001
Si, 5.7938, 12.1994, 5.5225, -0.0008, -0.0021, -0.0008
Si, 9.7264, 12.1842, 5.5482, 0.0008, 0.002, 0.0007
Si, 13.5252, 12.1821, 5.5488, 0.0004, -0.0024, -0.0038
Si, 0.0794, 3.5143, 5.9237, 0.0056, 0.0018, -0.0005
Si, 3.7854, 3.5318, 5.9451, -0.0067, 0, -0.0056
Si, 7.6693, 3.5651, 5.9351, -0.0058, 0.0048, -0.0049
Si, 11.6593, 3.5627, 5.8958, 0.0026, 0.0034, -0.0049
Si, 2.065, 9.8783, 6.0192, 0.0032, -0.0055, 0.0043
Si, 5.8802, 9.8884, 6.0443, -0.0035, -0.0004, 0.0002
Si, 9.799, 9.8787, 6.1178, 0.0005, -0.0007, 0.0003
Si, 13.5736, 9.8512, 5.9759, 0.0004, -0.0002, 0.0029
Si, 1.9227, 2.8729, 7.2625, -0.0031, -0.0012, 0.0033
Si, 5.6884, 2.9333, 7.1116, 0.0099, -0.0108, 0.0046
Si, 9.6809, 2.985, 6.9844, -0.0001, 0.0034, 0.0096
Si, 13.6168, 2.9063, 7.0421, -0.0014, 0.0012, -0.0004
Si, 0.0812, 9.2542, 7.1085, 0.0013, 0.0094, 0.0014
Si, 3.9891, 9.2928, 7.3771, -0.0029, 0.0078, 0.0056
Si, 7.8309, 9.4967, 7.3931, 0.0016, 0.0028, 0
Si, 11.7987, 9.2221, 7.4306, 0.0048, 0.0052, 0.0071
Si, 0.0195, 6.9317, 7.5482, 0.0036, -0.0034, 0.0054
Si, 3.9154, 6.9596, 7.8074, -0.0012, 0.0026, 0.0021
Si, 7.7666, 7.0759, 7.7592, -0.0006, -0.0021, -0.0009
Si, 11.6009, 6.8643, 7.5787, -0.001, -0.0052, 0.0016
Si, 1.9327, 13.3614, 7.7187, -0.0009, 0.0084, -0.0075
Si, 5.743, 13.4373, 7.5028, -0.008, 0.007, -0.0039
Si, 9.7337, 13.5409, 7.4493, -0.0035, -0.0057, -0.0013
Si, 13.5183, 13.4548, 7.5232, -0.0055, 0.001, 0.0016
Si, 1.8736, 6.3658, 8.8901, 0.0007, 0.0006, -0.0072
Si, 5.8982, 6.3166, 9.0174, -0.0012, -0.0025, -0.0002
Si, 9.6929, 6.2045, 8.8457, -0.0008, 0.0036, 0.0036
Si, 13.547, 6.181, 8.6757, -0.0038, 0.0079, -0.0098
Si, -0.1137, 12.797, 8.8143, 0.0015, 0.0054, -0.0003
Si, 3.9272, 12.7611, 8.8925, 0.008, -0.0121, 0.0076
Si, 7.7664, 13.3803, 8.6624, 0.0066, 0.0127, 0.0012
Si, 11.6123, 13.5254, 8.8756, 0.0027, 0.0023, 0.0009
Si, 1.858, 4.0737, 9.3153, -0.0083, -0.0043, 0.0003
Si, 5.7421, 3.9478, 9.2258, 0.0024, 0, 0.0054
Si, 9.5898, 3.8534, 9.1425, 0.0075, -0.0013, -0.0037
Si, 13.5469, 3.9098, 9.1321, 0.0028, -0.01, 0.0057
Si, -0.3459, 10.4889, 9.0278, 0.0125, -0.0173, 0.0112
Si, 3.9869, 10.4885, 9.4767, 0.0011, -0.0033, -0.0017
Si, 8.0665, 11.1099, 9.2827, -0.002, -0.012, 0.0021
Si, 13.0058, 9.5974, 9.5695, -0.0124, -0.003, -0.0142
Si, -0.101, 3.6234, 10.5944, 0.0067, 0.0105, -0.0011
Si, 3.7691, 3.4029, 10.5096, 0.0043, 0.001, 0.0017
Si, 6.995, 1.8311, 11.8869, -0.0032, 0.002, -0.0041
Si, 11.5937, 2.9028, 9.8919, -0.0036, 0.0011, 0.0014
Si, 2.1924, 9.9891, 10.8655, 0.0195, 0.0015, -0.002
Si, 5.6861, 10.2449, 11.192, -0.0375, 0.0055, -0.0156
Si, 9.8468, 10.2227, 11.4905, 0.0082, 0.0107, 0.002
Si, 12.1614, 10.4431, 11.5713, 0.0117, -0.0073, 0.0065
Si, -0.4432, 0.6024, 11.0749, 0.0049, 0.0019, 0.0145
Si, 4.0345, 1.1467, 10.9032, -0.0099, 0.002, -0.0081
Si, 7.6604, 2.6958, 9.8624, -0.0114, -0.0042, -0.0013
Si, 11.9664, -0.1375, 11.0395, -0.0058, 0.0021, 0.008
Si, 1.3522, 7.1804, 11.0461, 0.001, 0.0012, 0.001
Si, 6.1659, 7.0651, 11.2661, -0.0043, -0.0043, -0.0043
Si, 9.1912, 7.3093, 11.7343, 0.0047, -0.011, -0.0093
Si, 13.6739, 7.5069, 10.546, -0.0005, 0.0013, 0.0211
O, 13.4377, 13.3346, 11.4861, -0.0016, -0.0072, -0.0063
O, 5.5258, 13.9796, 11.631, 0.0089, -0.0014, 0.004
O, 5.6054, -1.2748, 26.1785, 0.0006, -0.0028, -0.0031
O, 13.3849, 0.1787, 27.3611, 0.0014, 0.0026, 0.0042
O, 2.3333, 8.4428, 11.368, -0.0062, 0.0036, 0.0003
O, 7.6915, 6.6386, 11.8036, 0, -0.0018, 0.0018
O, 7.5144, 7.0064, 27.1389, 0.0071, 0.0008, 0
O, -0.2028, 6.8773, 27.1499, -0.0056, 0.0015, 0.0028
O, 6.9756, 2.8947, 13.1526, -0.0027, -0.0024, -0.0007
O, 2.9358, 13.4647, 12.0255, 0.0014, 0.0006, 0.0019
O, 9.2527, 11.209, 12.65, -0.002, -0.0052, -0.0013
O, 13.1148, 10.1758, 12.9486, -0.004, 0.0004, -0.005
O, 11.505, 4.8878, 12.8926, 0.0031, 0.0043, -0.0044
O, 5.0038, 6.3622, 12.1865, 0.0003, 0.0007, -0.0008
O, 10.2531, 7.1118, 12.9768, 0.0024, -0.0033, -0.0025
O, 3.7633, 3.8291, 12.115, 0.0002, 0.0026, -0.0004
O, 9.5707, 10.8219, 9.9541, -0.0091, 0, -0.0041
O, 5.5138, 11.0251, 12.6295, 0.0053, -0.0025, 0.0007
O, 7.0151, 10.8642, 10.503, 0.0083, 0.0053, 0.0007
O, 15.1256, 4.5639, 11.945, -0.0014, -0.0019, -0.0035
O, 7.9637, 13.4111, 12.2843, -0.0035, -0.0011, 0.0021
O, 8.9229, 21.7234, 11.6364, -0.0125, -0.0004, 0.0118
O, 1.7107, 6.1437, 12.2695, 0.0009, 0.0009, 0.0015
O, 0.4171, 12.5941, 12.1863, -0.0071, 0.0002, -0.0043
O, 12.8368, 7.8079, 26.6155, -0.0004, -0.0021, 0.001
O, 2.8409, -1.234, 25.9518, -0.0049, -0.0007, -0.0025
O, 10.8525, 0.1957, 26.336, 0.0042, -0.0016, 0.0042
O, 4.9517, 6.9323, 26.1159, 0.0003, -0.0009, 0.0013
O, 7.3922, 9.6582, 25.5964, -0.0004, 0.0023, 0.001
O, 1.5334, 2.4186, 26.3536, -0.0018, 0.0037, 0.01
O, 11.0283, 9.6632, 26.9692, 0.0015, -0.0003, 0.0004
O, 4.1237, 9.3502, 26.6584, -0.0002, 0, -0.0019
O, 10.1657, 7.1477, 26.6246, 0.0013, 0.0003, -0.0011
O, 21.4036, -7.9824, 27.4721, 0.0007, -0.002, -0.0017
O, 4.7432, 3.1255, 25.7516, 0.002, 0.0013, 0.0047
O, -2.4966, 5.4972, 27.7122, 0.0077, 0.0122, -0.0017
O, 0.4659, -0.0988, 26.5677, -0.0032, -0.0006, 0.0069
O, 2.2718, 7.4065, 26.2461, -0.0024, -0.0018, 0.0021
O, 0.5998, 10.1202, 26.7994, -0.0046, -0.0018, 0.0027
O, 13.0749, 3.332, 26.395, 0.0002, 0.0024, 0.0074
Si, 8.1894, 10.8062, 15.9991, -0.0002, -0.0008, 0.002
Si, 15.7346, -0.4553, 20.4757, 0.0009, -0.0004, 0.0008
Si, 8.3024, 3.256, 14.0642, 0.0009, 0.0002, 0.0024
Si, 8.106, 2.0282, 23.4383, -0.0024, 0.0005, -0.001
Si, 16.9388, 5.7013, 21.8429, -0.0002, -0.0005, -0.0002
Si, 13.5545, 3.5048, 24.8351, -0.0003, -0.0004, -0.0033
Si, 13.1681, 10.9128, 14.4205, -0.0005, -0.0003, 0.002
Si, 3.1296, 3.2822, 22.5365, -0.0007, -0.0011, -0.0013
Si, 10.544, 12.3069, 15.2566, -0.0015, -0.0013, 0.0023
Si, 0.6974, 5.1473, 13.0822, 0.0006, -0.0015, 0.0018
Si, 7.2262, 7.9791, 16.9239, -0.0011, 0.001, -0.0001
Si, 14.5337, 13.1075, 15.8166, 0.0007, 0.0013, 0.0008
Si, 4.464, -4.0384, 15.5717, -0.0002, -0.0015, 0.0012
Si, 7.4035, 8.949, 24.1141, -0.0013, -0.0004, -0.0021
Si, 9.3845, 12.8261, 12.7525, 0.0015, 0.001, 0.0036
Si, 11.3156, 8.2547, 26.2152, -0.0019, 0.0011, -0.0007
Si, 12.0551, 4.3526, 20.9059, -0.0002, -0.0009, -0.0002
Si, 0.0432, 9.6113, 19.0832, 0.0013, -0.0004, 0.0009
Si, 2.02, -0.2601, 15.923, -0.0011, 0.0005, 0.0019
Si, 10.5035, 9.1312, 23.3137, -0.0005, 0.0003, -0.0017
Si, 11.0606, 12.0071, 22.0869, -0.0003, -0.0007, -0.0011
Si, -1.5332, 5.9228, 15.0304, 0.0024, -0.0039, 0.0005
Si, 5.5998, 3.3816, 24.385, 0.0011, -0.0003, -0.0013
Si, 7.9455, 8.5113, 19.7797, -0.0009, 0.0002, -0.0007
Si, -1.2833, 5.4133, 22.7244, 0.0001, -0.0014, -0.0012
Si, 11.5537, 4.0119, 17.9973, -0.0001, -0.0007, 0.0008
Si, 7.28, 5.5391, 15.4019, -0.0005, -0.002, 0.0025
Si, 3.7327, 8.0021, 25.8508, 0.0014, 0.0006, -0.0018
Si, 1.0984, 2.3968, 24.7701, 0, -0.0025, -0.0046
Si, 1.9451, 12.3519, 12.6983, 0.0069, 0.0002, -0.0005
Si, 11.1825, 3.3129, 12.9452, 0.0024, 0.011, 0.0011
Si, -3.4797, 14.8428, 22.5504, 0, -0.0011, -0.0019
Si, 8.7685, 3.1091, 19.1174, -0.0016, -0.0006, -0.0011
Si, 1.2034, 11.3887, 25.924, 0.0048, 0.0026, -0.0008
Si, 6.9592, 2.8383, 16.5971, -0.001, 0.0009, 0.0002
Si, 4.4859, 1.3073, 15.3836, -0.0015, 0.0014, 0.001
Si, 12.9139, 9.6904, 17.2697, -0.0006, -0.001, -0.0004
Si, 2.8902, 13.306, 21.0875, -0.0003, -0.0009, 0.0001
Si, 4.7642, 6.4026, 13.8076, -0.0004, -0.0013, 0.0029
Si, 12.9352, 2.9258, 15.4118, 0.0041, 0.0002, -0.0004
Si, 13.0312, 6.7043, 17.7642, 0.0006, -0.0013, -0.0006
Si, 1.1383, -0.4402, 23.2385, 0.0001, -0.0011, -0.0012
Si, -2.5152, 0.3234, 20.3419, 0.0004, -0.0007, -0.0003
Si, 3.6881, 7.534, 22.9166, -0.0003, 0, -0.0003
Si, 9.3108, 0.6448, 25.9358, -0.0042, 0.0008, 0.0036
Si, -3.3888, 12.4786, 17.6621, -0.0007, -0.0002, -0.0013
Si, 2.5505, 9.884, 17.6345, -0.0005, -0.0001, -0.001
Si, 8.267, 4.7144, 21.8051, -0.0011, -0.0007, -0.0005
Si, 7.4101, 11.4331, 18.7724, -0.0005, -0.0007, -0.0002
Si, 5.6318, 11.3771, 14.2262, -0.0016, 0.0007, 0.003
Si, 11.7716, 6.4717, 12.9873, 0.0056, -0.0125, -0.0063
Si, 3.2713, 3.8041, 13.6649, -0.0001, -0.0011, -0.002
Si, 5.7269, 9.3202, 21.726, -0.0016, -0.002, -0.0009
Si, -0.7489, 7.013, 20.4522, 0.0004, -0.0011, -0.0005
Si, 10.2299, 6.9053, 21.2503, -0.0007, -0.0015, 0
Si, 4.6133, 11.265, 19.5953, -0.0011, -0.0009, -0.0002
Si, 6.2612, 6.029, 23.4881, -0.001, -0.0021, -0.0015
Si, 8.6669, 0.5125, 20.7809, -0.0011, -0.0001, -0.0006
O, 12.2637, 3.6995, 19.4301, -0.0005, -0.0005, 0.0001
O, 11.3651, 5.8423, 20.6958, -0.0011, 0.0001, 0.0005
O, 14.1116, 6.5354, 16.5343, -0.0008, -0.0001, 0.0001
O, 11.8713, 2.6066, 14.2271, -0.0015, 0.0035, -0.0028
O, 8.0294, 11.7828, 17.3068, -0.0004, 0, -0.0001
O, 5.8008, 11.3259, 18.4778, -0.0006, -0.0007, 0.0007
O, 6.8292, 5.4376, 22.0704, -0.0004, -0.0004, 0.0012
O, 12.6711, 6.7175, 14.3342, -0.006, -0.0021, -0.007
O, 11.8496, 5.5792, 17.5999, -0.0008, -0.0002, 0.0004
O, 0.8992, 11.1904, 24.3256, -0.0005, -0.0005, 0.0023
O, 13.6661, 4.3291, 15.1132, -0.0013, -0.0017, 0.001
O, 9.9512, 3.7356, 18.172, -0.0005, -0.0005, 0.0005
O, 4.7104, 10.313, 15.0532, -0.0004, -0.001, 0.0006
O, 6.2471, 6.2978, 14.4363, -0.0018, 0.0012, -0.0019
O, 5.3385, -2.1761, 20.9143, -0.0007, -0.0018, 0.0009
O, 9.7279, 10.9313, 15.5137, 0.0005, 0.0006, -0.0003
O, 7.5252, 2.7079, 18.1261, 0.0006, -0.0007, 0.0006
O, 15.4483, 12.2741, 22.0913, 0.0001, -0.0006, 0.0007
O, 7.9894, 0.9868, 22.1872, 0.0002, -0.0006, 0.0012
O, 16.1259, 6.1445, 20.4846, -0.0003, -0.001, 0.0004
O, 11.8823, 11.9148, 14.4321, -0.0007, 0.0001, -0.0016
O, -1.0409, 12.9444, 19.7296, -0.0008, -0.0002, 0.0002
O, 4.0552, 12.7071, 20.1238, 0.0002, -0.0009, 0.0001
O, 1.2953, 9.0368, 18.2284, -0.0005, -0.0008, -0.0001
O, 13.0369, 1.5889, 21.3618, -0.0005, -0.0001, 0.0011
O, 15.3278, 6.0275, 14.1773, -0.0014, -0.0007, 0.0005
O, 13.4773, 5.042, 24.1746, -0.0003, -0.0013, 0.0011
O, 4.6805, 6.2904, 23.2223, -0.0001, -0.0001, 0.0018
O, 3.5879, 8.4085, 24.284, 0, -0.0016, 0.0004
O, 9.5866, 2.9842, 13.1014, 0.0027, 0.0004, -0.0013
O, -1.1352, 9.937, 18.0216, -0.0008, 0, 0.0003
O, 6.4026, 4.8064, 24.5685, -0.0008, -0.0011, 0.0013
O, 13.5337, 4.4121, 21.602, -0.0001, -0.001, 0.0007
O, 8.4031, 4.8368, 14.4525, -0.0005, -0.0002, -0.0008
O, 9.3173, 5.9161, 22.1658, 0, -0.0001, 0
O, 13.8117, 6.4977, 19.1901, -0.0004, 0, 0.0003
O, 4.1117, 7.8124, 14.3115, 0, 0.0007, -0.0001
O, 7.0323, 7.349, 24.0813, 0, -0.0006, 0.0018
O, 7.2043, 7.7917, 18.5315, -0.0004, -0.0005, -0.0005
O, 10.9412, 10.687, 23.0272, -0.0005, -0.0015, 0.0012
O, -0.4544, 8.5876, 20.236, -0.0002, -0.0007, 0.001
O, 2.184, 3.188, 23.8576, -0.0003, -0.0001, 0.0021
O, 7.5555, -0.1745, 19.8277, 0, -0.0003, 0.0013
O, 1.6252, 3.9532, 13.7364, -0.002, 0, 0.0005
O, 3.2483, 8.823, 16.634, -0.0002, -0.0003, -0.0006
O, 0.6033, 13.2723, 16.3058, -0.0015, -0.0011, -0.0004
O, 8.146, 10.094, 19.3873, 0.0002, -0.0009, 0.0006
O, 6.5381, 4.4009, 16.3152, -0.0005, 0.0001, -0.0001
O, 4.3475, 8.4578, 21.7613, 0.0009, -0.0012, 0.0015
O, 9.7722, 12.1776, 21.098, 0.0001, -0.0004, 0.0009
O, 2.0913, 11.184, 16.7678, -0.0003, -0.0003, -0.0001
O, -1.4513, 6.8742, 21.9582, -0.0003, -0.0008, 0.0011
O, 0.3247, 5.191, 22.9045, -0.0002, -0.0012, 0.0004
O, 3.4575, 10.3522, 18.9152, 0.0005, 0.0002, 0.0009
O, -3.5164, 0.4806, 19.0563, -0.0001, -0.0003, 0.0013
O, 2.2337, 7.0097, 22.4444, -0.0002, -0.0009, 0.0005
O, 8.0726, 9.2637, 16.4505, -0.0016, -0.0013, 0.0001
O, 8.5289, 3.4876, 22.8475, 0.0002, -0.0011, 0.001
O, 3.2311, 1.9785, 21.5763, 0.0001, -0.0005, 0.0009
O, 3.827, 2.4815, 14.4423, -0.0002, -0.0018, 0.0003
O, 2.5602, 4.5097, 21.61, 0.0002, -0.001, 0.0001
O, 7.1562, 11.2201, 14.8056, 0.0008, -0.0002, -0.0011
O, 13.5713, 12.6778, 17.0495, 0.0002, -0.0006, 0.0004
O, 12.181, 3.0207, 16.8611, -0.0016, -0.0004, 0.0007
O, 9.6474, 13.2625, 14.3032, -0.001, -0.0005, -0.0018
O, 8.3316, 4.2278, 20.2422, -0.0005, -0.0003, 0.0009
O, 13.0943, 9.8148, 15.6367, 0.0001, -0.0007, 0.0006
O, -3.106, 8.1994, 17.6588, -0.0004, -0.0008, 0.0007
O, 14.4496, 11.9138, 14.6741, 0.0003, -0.0012, -0.001
O, 5.121, 0.0854, 14.4826, 0.0007, -0.0007, -0.0005
O, 5.6401, 1.9039, 16.379, -0.0004, -0.0009, -0.0005
O, 6.6528, 2.1543, 24.1706, 0.0006, -0.0012, 0.0013
O, 12.4209, 11.847, 21.1912, -0.0009, -0.0005, 0.0008
O, 11.1969, 3.3158, 21.8796, -0.0005, -0.0013, 0.001
O, 9.191, 1.5069, 24.5515, 0.0002, -0.0013, 0.0019
O, 11.2625, 8.5545, 24.6263, 0.0007, -0.0011, 0.0029
O, 8.1285, 2.4549, 15.4929, 0.0011, -0.0009, -0.001
O, 3.2868, 0.6944, 16.3193, -0.0007, -0.0009, -0.0002
O, 10.9321, 13.0554, 16.6513, -0.0004, -0.0005, 0.0004
O, 1.0195, 0.9281, 24.0953, -0.0002, 0, 0.0022
O, 8.8899, 9.1236, 23.4888, 0, -0.0008, 0.0012
O, 7.9739, 6.6615, 16.3337, 0.0001, 0.0003, 0.0004
O, 5.7097, 8.1657, 16.4056, -0.0004, -0.0005, -0.0004
O, 2.0554, 12.3537, 14.3079, -0.0007, -0.0002, -0.0002
O, -0.3686, 3.066, 24.7011, -0.0007, -0.0003, 0.0012
O, 12.6281, 7.083, 11.744, -0.0012, 0.0001, 0.0035
O, 1.5161, 0.5449, 20.1983, -0.0005, -0.0007, 0.0003
O, 3.8786, 5.1557, 14.3459, 0.0011, 0.0027, 0.0011
O, 6.2862, 9.7345, 23.2063, 0.0008, -0.0008, 0.0015
O, 9.3253, 7.6823, 20.1099, 0.0009, -0.0011, 0.0009
O, 12.6427, 2.4819, 23.9561, 0.0003, 0.0001, 0.003
O, 10.923, 8.1091, 22.1071, -0.0003, -0.0005, 0.0013
O, 4.6434, 3.4919, 23.0818, 0, -0.0012, 0.0007
O, 2.5776, 12.3596, 22.4177, -0.0005, -0.0009, 0.001
O, 9.2703, 1.7859, 19.9447, -0.0001, -0.0013, 0.001
O, 11.1527, 13.4615, 22.8759, -0.0007, -0.0007, 0.001
O, 14.0428, 14.5739, 15.3239, -0.0033, 0.0005, 0
O, -3.5878, 10.8479, 17.8183, -0.0012, -0.0012, 0.0001
O, 6.9229, 8.4379, 21.0463, -0.0007, 0, 0.0009
O, 0.5923, 10.9195, 19.8582, -0.0007, -0.0011, 0.0008
O, 9.9464, 6.8048, 10.3781, 0.0009, 0.006, -0.0017
O, 15.2153, 7.5575, 11.1533, -0.0047, -0.0009, -0.0029
O, 5.3537, 7.0723, 28.6749, 0.0005, -0.0011, -0.0009
O, 1.9569, 6.773, 28.7669, -0.0062, 0.0016, 0.0006
O, 24.4064, 1.6271, 27.1695, -0.0007, -0.0005, 0.0016
O, 8.2716, 12.1991, 25.7816, -0.0001, -0.0013, -0.0026
O, 1.6506, 4.946, 26.9342, -0.0029, 0.0012, 0.0003
O, 9.0575, -7.7198, 28.0253, 0.0015, -0.0004, 0.0001
O, -3.7112, 2.7798, 11.5351, -0.0027, 0.0027, -0.0022
O, 2.404, -1.9565, 12.2211, -0.0042, -0.0053, 0.0012
O, 0.0883, 2.1324, 11.2406, -0.0029, -0.0039, -0.0053
O, 10.6398, 13.3075, 11.8332, 0.0048, 0.0016, -0.0038
O, 6.4342, 2.2733, 27.58, 0.0041, 0.0004, 0.0042
O, 0.6794, -2.6578, 10.2927, -0.0054, 0.0034, -0.0117
O, 34.7152, 16.7911, 30.0793, -0.0012, 0.0009, 0.0023
O, 5.9478, 8.6661, 11.483, 0.0112, -0.0093, 0.0082

Results
free energy: -257822.676 eV
free energy less fixed offsets of O -568.88, Si -635.61 eV per atom: -5.136 eV

The program warned: the cutoff lies below the one the program advises for these potential files; the exchange-correlation potential is rough where the density is thin.
